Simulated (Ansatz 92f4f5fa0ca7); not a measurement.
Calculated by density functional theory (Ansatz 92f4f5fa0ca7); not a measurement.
Periodic cell of 227 atoms, Si134O91H1N1, from a study of silicon, its oxide and their interface. The atomic structure is a simulated model.
Doubt: the cutoff is far below the 930 eV that the study's wrapper takes by default for these files, so forces and energies are approximate.
This geometry differs little from another in the collection (a relaxation step or a small displacement).

Settings
functional: PBE
potential files: Ansatz PAW
basis: plane waves
wave-function cutoff: 580 eV
density cutoff ratio: 5
exchange-correlation grid ratio: 1
k mesh: 1 x 1 x 1, Gamma-centred
self-consistency stop: 5e-08 eV per atom in the density residual
occupations: fixed
spin: none
net charge: 0

Cell vectors (angstrom)
a, 10.938, 0, 0
b, 0, 10.938, 0
c, 0, 0, 32.9008

Atoms: element, x, y, z (angstrom)
Si, 0.2939, -0.2292, 25.449
Si, 5.864, -0.2423, 25.445
Si, 2.5235, 3.0835, 25.3024
Si, 7.9371, 3.2169, 25.3346
Si, 0.2517, 5.3452, 25.2828
Si, 5.7051, 5.4962, 25.447
Si, 2.4859, 8.4089, 25.4831
Si, 8.0126, 8.3768, 25.7409
Si, 1.4088, 1.4534, 26.6745
Si, 6.8886, 1.4839, 26.6613
Si, 4.0937, 4.2126, 26.6592
Si, 9.5968, 4.2044, 26.6738
Si, 1.3393, 6.8481, 26.7774
Si, 6.8087, 6.8642, 26.989
Si, 4.1366, 9.6136, 26.6955
Si, 9.6431, 9.629, 26.8195
Si, 2.7463, 0.0419, 28.0777
Si, 8.2058, 0.0703, 28.1014
Si, -0.026, 2.7496, 28.067
Si, 5.4339, 2.7673, 28.0567
Si, 2.7354, 5.4902, 28.1143
Si, 8.2442, 5.4634, 28.166
Si, -0.0128, 8.1958, 28.1566
Si, 5.3911, 8.2502, 28.1793
Si, 4.1018, 1.3673, 29.4825
Si, 9.5708, 1.3673, 29.4825
Si, 1.3673, 4.1018, 29.4825
Si, 6.8362, 4.1018, 29.4825
Si, 4.1018, 6.8362, 29.4825
Si, 9.5708, 6.8362, 29.4825
Si, 1.3673, 9.5708, 29.4825
Si, 6.8362, 9.5708, 29.4825
Si, 0, 0, 30.8498
Si, 5.469, 0, 30.8498
Si, 2.7345, 2.7345, 30.8498
Si, 8.2035, 2.7345, 30.8498
Si, 0, 5.469, 30.8498
Si, 5.469, 5.469, 30.8498
Si, 2.7345, 8.2035, 30.8498
Si, 8.2035, 8.2035, 30.8498
Si, 1.3673, 1.3673, 32.217
Si, 6.8362, 1.3673, 32.217
Si, 4.1018, 4.1018, 32.217
Si, 9.5708, 4.1018, 32.217
Si, 1.3673, 6.8362, 32.217
Si, 6.8362, 6.8362, 32.217
Si, 4.1018, 9.5708, 32.217
Si, 9.5708, 9.5708, 32.217
Si, 2.7345, 0, 0.6835
Si, 8.2035, 0, 0.6835
Si, 0, 2.7345, 0.6835
Si, 5.469, 2.7345, 0.6835
Si, 2.7345, 5.469, 0.6835
Si, 8.2035, 5.469, 0.6835
Si, 0, 8.2035, 0.6835
Si, 5.469, 8.2035, 0.6835
Si, 4.1018, 1.3673, 2.0507
Si, 9.5708, 1.3673, 2.0507
Si, 1.3673, 4.1018, 2.0507
Si, 6.8362, 4.1018, 2.0507
Si, 4.1018, 6.8362, 2.0507
Si, 9.5708, 6.8362, 2.0507
Si, 1.3673, 9.5708, 2.0507
Si, 6.8362, 9.5708, 2.0507
Si, 0, 0, 3.418
Si, 5.469, 0, 3.418
Si, 2.7345, 2.7345, 3.418
Si, 8.2035, 2.7345, 3.418
Si, 0, 5.469, 3.418
Si, 5.469, 5.469, 3.418
Si, 2.7345, 8.2035, 3.418
Si, 8.2035, 8.2035, 3.418
Si, 1.3882, 1.3356, 4.7969
Si, 6.8532, 1.3633, 4.7629
Si, 4.0922, 4.0941, 4.7329
Si, 9.6235, 4.0245, 4.9007
Si, 1.3843, 6.7977, 4.77
Si, 6.8933, 6.7916, 4.8153
Si, 4.0484, 9.5644, 4.8094
Si, 9.5448, 9.6016, 4.6865
Si, 2.6767, -0.0275, 6.2427
Si, 8.2377, 0.0018, 6.102
Si, 0.0186, 2.5209, 6.3165
Si, 5.4579, 2.718, 6.0668
Si, 2.706, 5.3793, 6.15
Si, 8.3166, 5.4508, 6.3056
Si, -0.0653, 8.1992, 5.969
Si, 5.3776, 8.1142, 6.0981
Si, 3.9063, 1.605, 7.4528
Si, 9.8144, 0.811, 7.6943
Si, 1.6251, 3.7782, 7.5262
Si, 6.6523, 4.2122, 7.4215
Si, 4.3845, 6.4117, 7.4441
Si, 9.3282, 7.3234, 7.5139
Si, 1.0569, 9.5906, 7.4175
Si, 6.9386, 9.3952, 7.2384
O, 5.5361, 5.3277, 7.9032
N, -0.2442, -0.5887, 8.3979
O, 2.8164, 2.7231, 7.9701
O, 7.9251, 8.1606, 7.6556
O, 1.4169, 9.5758, 25.0046
O, 6.7622, 4.322, 24.9464
O, 6.978, 9.5143, 25.1579
O, -0.3256, 6.0556, 23.8807
O, 6.5175, 10.1675, 8.6421
O, 1.108, 4.4325, 8.9531
O, 1.7096, 8.466, 8.4569
O, 7.1591, 3.4006, 8.7569
O, 9.9326, 7.6836, 9.0344
O, 4.6188, 1.0772, 8.8562
O, 3.788, 6.8761, 8.9151
O, 9.158, 1.6317, 8.9537
O, 5.5153, 0.2508, 23.9157
O, 8.6542, 2.8901, 23.8878
O, 8.4138, 6.1201, 22.2572
O, 5.2644, 6.4078, 24.136
O, 8.4726, 7.4169, 24.5047
O, 3.297, 2.4678, 23.9673
O, 2.9038, 7.5836, 24.1124
O, 10.5817, 0.3017, 24.0355
Si, 5.6718, 10.0515, 12.3315
Si, 9.5283, 4.9339, 14.677
Si, 17.8232, 15.2407, 16.4844
Si, 2.8771, 8.4158, 18.356
Si, 4.19, 4.1718, 14.8587
Si, 0.0713, 0.6876, 22.5012
Si, 3.6258, 14.2636, 19.8088
Si, -2.2956, 2.5488, 22.3014
Si, -2.3224, 9.5898, 12.2109
Si, 2.9633, 1.7677, 22.5162
Si, 6.1891, 1.991, 18.4493
Si, 8.1408, 2.5992, 9.7621
Si, 10.2174, -1.7459, 9.6831
Si, 14.0235, 8.2817, 9.3193
Si, 1.3678, 7.7843, 11.4457
Si, 7.2209, 11.3899, 20.911
Si, 8.5451, 5.2847, 20.8677
Si, 1.5176, 4.7454, 10.5018
Si, 14.7983, -4.4705, 20.2545
Si, -1.166, 9.3839, 21.2412
Si, 6.6206, 6.2787, 18.9158
Si, 12.6028, 1.6031, 18.0185
Si, 3.7696, -1.3383, 14.6047
Si, 11.3586, 7.925, 16.7137
Si, 2.6812, 12.5673, 14.1053
Si, 4.9329, -0.5178, 22.5939
Si, 10.9562, 2.4247, 15.4993
Si, 4.0997, 10.8481, 17.3242
Si, 2.9246, 6.8999, 15.9254
Si, 3.8129, 3.4731, 12.0695
Si, -1.5757, 7.3724, 18.995
Si, 6.4863, 1.9634, 12.1854
Si, 8.9689, 12.4468, 13.555
Si, 9.9345, 3.6398, 11.9261
Si, 9.3807, 6.9585, 23.2599
Si, 4.2623, 7.3427, 23.2438
Si, 5.0775, -0.4199, 9.2962
Si, 10.5787, -3.0981, 13.9768
O, 7.2895, 1.7129, 21.9579
O, 3.7561, 9.7819, 18.5335
O, 8.9126, 3.789, 21.298
O, 8.7841, 10.8962, 13.1618
O, 9.948, 8.6629, 19.7925
O, 10.9192, 8.7339, 15.3369
O, 13.7961, 8.3116, 10.9498
O, 1.3661, 1.6258, 22.4587
O, 3.9835, 4.5519, 13.2855
O, 9.6485, 5.9981, 19.8661
O, 3.4933, -8.2131, 21.3184
O, 11.9284, 7.6405, 13.0362
O, 1.2749, 6.3297, 10.7342
O, 5.1156, 13.8605, 19.2622
O, 11.3423, -2.0031, 10.8326
O, 5.8227, 10.6273, 21.247
O, 9.0055, -1.1551, 10.6247
O, 3.0373, 8.1482, 14.8562
O, 3.5561, 13.5992, 15.0779
O, -1.0824, 1.5982, 21.8801
O, 1.3369, 6.6589, 16.2337
O, 3.0363, 4.2078, 10.8376
O, 7.0412, 9.197, 12.2108
O, 7.2049, 1.1373, 19.4194
O, 4.7583, -1.7025, 13.376
O, 0.143, 10.3029, 21.5546
O, 8.2403, 15.6308, 15.6581
O, 2.9851, 2.1437, 12.5718
O, 16.2978, 0.8578, 17.6373
O, 14.887, -4.4009, 21.8733
O, 11.4261, 13.1205, 17.0355
O, 8.9734, 14.6608, 10.6088
O, 9.9668, 6.4885, 14.6433
O, -7.303, 7.4271, 17.2942
O, 1.1245, 1.8365, 14.4738
O, 1.3831, 8.8233, 17.7314
O, 2.452, 13.7377, 18.8053
O, 15.9494, -0.6814, 10.8737
O, 10.7556, 4.0292, 15.266
O, 7.2946, 1.6414, 10.7924
O, 3.5075, 11.1711, 22.3507
O, 5.3561, 3.0405, 11.7363
O, 3.5014, 5.4309, 15.6109
O, 2.9185, 10.9434, 14.1795
O, -3.3666, 13.3117, 13.3506
O, 7.7392, 7.4756, 18.7766
O, 4.522, -0.9192, 15.9862
O, 9.2903, 4.5838, 13.0925
O, 4.857, 8.818, 22.8763
O, 5.8276, 11.5787, 12.8698
O, -1.4036, 1.6839, 15.0846
O, 11.9452, 0.6623, 19.17
O, 3.4691, 4.9465, 19.8438
O, 9.4414, 8.43, 12.9863
O, 7.1375, 5.2176, 20.0532
O, -0.8585, 7.3663, 17.5413
O, 5.7265, 4.0866, 15.3635
O, 8.3966, 10.2702, 21.1411
O, 10.034, 13.0458, 12.4726
O, 9.8319, 8.2833, 22.4403
O, -10.4208, 4.018, 11.5465
O, 5.2521, -4.0309, 19.5134
O, 7.0376, 13.8822, 17.4103
O, 13.6767, 11.723, 17.0782
O, 3.983, -1.4555, 8.6946
O, 2.7463, 7.5774, 19.7543
O, 1.3606, 4.1879, 24.8217
O, 6.4527, 16.476, 17.4743
H, 11.683, -0.2378, 18.9117

Results
free energy: -137341.494 eV
free energy less fixed offsets of H -15.97, N -385.13, O -568.88, Si -635.61 eV per atom: -0.574 eV

Forces (eV/angstrom), in the order of the atoms: element, x, y, z
Si, -0.0029, 0.0005, -0.0139
Si, 0.023, -0.0244, -0.0387
Si, 0.0072, 0.0012, -0.0207
Si, -0.0036, 0.0012, -0.0065
Si, -0.0212, 0.0311, -0.0109
Si, -0.008, 0.0057, 0.0056
Si, -0.0095, 0.0002, -0.0103
Si, -0.0261, -0.0025, -0.0728
Si, 0.0088, -0.0302, 0.0193
Si, 0.0079, 0.0034, 0.0078
Si, 0.0177, -0.0055, 0.0034
Si, 0.0007, -0.0026, 0.0071
Si, -0.0025, 0.0023, -0.0019
Si, 0.0026, -0.0008, -0.0019
Si, 0.0086, -0.0121, 0.0132
Si, 0.0005, 0.0136, 0.0062
Si, -0.0164, 0.0107, -0.0113
Si, -0.0181, -0.0117, -0.0056
Si, -0.0012, 0.0095, 0.003
Si, -0.0066, 0.005, -0.0043
Si, -0.0059, -0.0002, 0.0042
Si, -0.0069, -0.007, -0.0007
Si, 0.0091, -0.0048, 0
Si, 0.0023, 0.0219, -0.0013
Si, 0.0952, 0.151, -0.1672
Si, 0.0664, 0.259, 0.0426
Si, -0.0933, -0.04, -0.2495
Si, -0.0508, -0.2304, -0.1197
Si, -0.3638, 0.0179, 0.412
Si, 0.0498, 0.0479, 0.5288
Si, 0.2146, 0.1068, -0.1472
Si, 0.0006, 0.3587, -0.0732
Si, 0.0608, 0.0287, -0.0438
Si, 0.1093, 0.0497, 0
Si, -0.004, -0.0291, -0.0433
Si, -0.023, -0.0348, 0.012
Si, 0.0206, 0.0415, 0.0215
Si, 0.0492, 0.0379, -0.0407
Si, 0.0346, -0.0344, 0.0368
Si, 0.0465, -0.0235, -0.0336
Si, -0.0073, 0.0035, 0
Si, -0.0088, -0.0007, -0.0122
Si, -0.0033, 0.0187, -0.0222
Si, -0.0024, 0.0199, -0.0335
Si, -0.0194, 0.0485, -0.0146
Si, -0.029, 0.0402, -0.0095
Si, -0.0276, -0.0238, -0.0371
Si, -0.0572, -0.0244, -0.0137
Si, 0.0489, -0.0494, 0.0152
Si, -0.0157, 0.0341, 0.0435
Si, -0.0314, 0.0151, -0.0084
Si, 0.0609, -0.0464, 0.0169
Si, 0.0072, -0.001, 0.0348
Si, 0.0252, -0.0145, 0.0133
Si, 0.0634, -0.0367, 0.0217
Si, -0.012, 0.0366, -0.0061
Si, -0.0702, 0.027, 0.0055
Si, 0.1019, 0.0479, -0.009
Si, -0.0639, -0.0688, -0.022
Si, -0.0336, 0.0699, 0.0177
Si, 0.09, 0.0908, 0.0286
Si, -0.1322, 0.0234, 0.0549
Si, -0.0687, -0.0198, -0.0189
Si, -0.0931, -0.1755, -0.0001
Si, 0.2398, 0.2304, -0.4075
Si, -0.1243, -0.2077, 0.1983
Si, -0.1528, -0.1815, -0.2132
Si, 0.21, 0.2221, 0.2072
Si, 0.0041, -0.5565, 0.3075
Si, 0.3075, 0.0385, -0.0395
Si, -0.1535, -0.0198, -0.0848
Si, -0.2756, -0.1967, -0.2938
Si, -0.0051, 0.0107, -0.002
Si, -0.001, -0.004, 0.004
Si, 0.0041, -0.005, 0.0035
Si, -0.0002, -0.0021, -0.0032
Si, -0.0118, 0.0041, 0.0126
Si, 0.0092, -0.005, 0.0061
Si, -0.001, 0.0082, 0.0069
Si, -0.0063, 0.0052, 0.0055
Si, 0.0602, 0.027, -0.0278
Si, -0.0027, 0.0093, -0.0208
Si, -0.0061, -0.0164, 0.011
Si, -0.0028, 0.0076, -0.0125
Si, 0.0056, 0.0105, -0.0079
Si, 0.0001, 0.0191, -0.0075
Si, 0.0552, 0.0028, -0.0652
Si, -0.0057, -0.0025, -0.0039
Si, -0.0102, 0.002, 0.0126
Si, 0.0022, 0.0248, 0.0014
Si, 0.0023, 0.0015, 0.027
Si, -0.0078, 0.0067, 0.0242
Si, 0.0048, -0.0198, 0.0106
Si, -0.048, -0.0346, 0.0828
Si, -0.0504, -0.0423, 0.0648
Si, 0.0194, -0.0201, 0.0306
O, -0.0019, 0.0092, -0.0111
N, 0.0144, 0.0236, -0.0199
O, -0.0036, -0.0067, -0.0074
O, -0.0211, 0.0111, -0.0168
O, 0.0013, -0.0027, 0.0096
O, 0.0105, -0.0137, 0.0053
O, 0.0207, -0.0156, 0.0309
O, -0.0091, 0.0032, 0.0054
O, 0.0049, -0.0077, -0.0205
O, 0.0015, -0.0079, -0.0216
O, 0.0095, 0.0035, -0.01
O, -0.0023, 0.0035, -0.0134
O, 0.0024, 0.0027, -0.0278
O, -0.0041, 0.0014, -0.0114
O, 0.0004, 0.002, -0.0041
O, 0.0015, -0.0025, 0.002
O, 0.0061, -0.0023, 0.0339
O, -0.0014, 0.0021, 0.013
O, 0, 0.0025, 0.0127
O, 0.008, -0.0101, 0.0066
O, 0.0176, 0.0215, 0.0083
O, -0.0033, 0.0064, 0.0233
O, -0.005, 0.0044, 0.0159
O, 0.0052, -0.0067, 0.0259
Si, 0.0034, -0.0008, 0.0071
Si, -0.0005, -0.0018, 0.0003
Si, -0.0015, 0, -0.0005
Si, 0.0006, -0.001, -0.0026
Si, 0.0007, -0.0005, -0.0001
Si, -0.0147, -0.0167, -0.0046
Si, 0.003, -0.0015, -0.0083
Si, -0.0006, -0.0053, -0.0134
Si, 0.0009, -0.0011, 0.0043
Si, 0.0272, -0.0112, 0.0033
Si, 0.0012, -0.0015, -0.0019
Si, 0.0011, 0.0024, 0.0033
Si, 0.0044, -0.0101, 0.0035
Si, -0.0048, -0.0051, 0.0078
Si, -0.0034, -0.0034, 0.0049
Si, -0.0003, -0.0044, -0.0062
Si, 0.0024, 0.0018, -0.0095
Si, 0.0006, -0.0017, 0.0083
Si, 0.0011, -0.0006, -0.0069
Si, -0.0046, -0.0006, -0.0033
Si, 0.0015, -0.0003, -0.0029
Si, -0.0021, -0.0059, 0.0139
Si, 0.001, 0, 0.0006
Si, -0.0021, -0.0017, -0.0026
Si, 0.0009, 0.0003, 0.002
Si, 0.0006, -0.0022, -0.0044
Si, -0.0008, 0.0002, -0.0008
Si, 0.0017, 0.0004, -0.0003
Si, -0.0001, -0.0014, -0.0005
Si, -0.0005, 0.0009, 0.0044
Si, -0.0003, 0.0013, -0.0013
Si, -0.0009, 0.0004, 0.0073
Si, -0.0003, -0.0006, 0.0015
Si, -0.0013, 0.0001, 0.0047
Si, -0.013, 0.0192, 0.0344
Si, 0.0015, 0.0128, -0.0053
Si, 0.0017, -0.0009, 0.0092
Si, -0.0002, 0.0004, 0.0006
O, 0.0004, 0.0044, 0.0062
O, -0.0005, -0.0001, 0.0024
O, 0.0012, -0.0031, 0.0081
O, 0.0004, -0.0007, -0.0002
O, -0.0006, -0.0011, 0.0036
O, 0.0002, -0.0011, 0.002
O, 0.0037, 0.0014, -0.0074
O, -0.0159, 0.02, -0.0137
O, 0.0004, -0.0007, -0.0002
O, -0.0002, 0, 0.0041
O, 0.0114, 0.0073, -0.0018
O, 0.0005, -0.0001, 0.0003
O, -0.0006, 0.0024, -0.0025
O, -0.0046, -0.0002, 0.0032
O, -0.0024, 0.0033, -0.0018
O, -0.0003, 0.0013, 0.003
O, -0.0005, -0.0017, -0.0006
O, -0.0001, -0.0001, 0.0005
O, 0.0001, -0.0007, 0.0009
O, -0.0093, 0.0042, 0.0033
O, 0, 0.0006, 0.0026
O, 0.0016, -0.0008, -0.0014
O, -0.002, 0.0003, -0.0009
O, -0.0006, 0.002, 0.0017
O, -0.0006, -0.0003, -0.0011
O, 0.0002, -0.0001, 0.0028
O, 0.0007, 0.0002, 0.0005
O, 0.0002, -0.0005, -0.0015
O, -0.0013, -0.0022, 0.0021
O, -0.0014, -0.0018, -0.0001
O, 0.0027, -0.0012, 0.0074
O, -0.0011, -0.0009, -0.0014
O, 0.0004, 0.0009, 0.0011
O, 0.0003, 0.0003, 0.0019
O, 0.0001, -0.0003, 0.001
O, -0.0001, -0.0001, 0.0026
O, -0.0091, -0.0143, 0.0003
O, -0.0004, 0.0008, -0.0042
O, 0.0006, 0, 0.0014
O, -0.0007, -0.0009, -0.0043
O, 0.0014, -0.0059, 0.01
O, 0.0007, -0.0008, -0.0022
O, -0.0006, 0.0006, 0.0014
O, 0.0002, -0.0006, 0
O, 0.0006, -0.0006, -0.0013
O, 0.0013, 0.0015, 0.0035
O, -0.0002, -0.0002, 0.0011
O, 0.0002, -0.0003, -0.0005
O, -0.0021, -0.006, 0.0043
O, -0.0001, -0.0007, -0.0024
O, 0.0006, -0.0006, 0.0012
O, -0.0075, -0.0344, -0.0234
O, -0.0012, 0.0007, 0.005
O, -0.0004, 0, -0.0004
O, -0.0012, -0.0015, 0.0056
O, 0.0009, -0.0013, 0.0016
O, 0.0006, -0.0004, 0.0018
O, 0.0021, 0.0007, 0.0047
O, 0.0014, -0.0015, -0.0004
O, -0.0015, -0.0191, 0.0141
O, 0.0005, -0.0013, -0.0012
O, -0.0026, -0.0001, 0.006
O, 0.0005, -0.0007, 0.0017
O, -0.0022, 0.0022, 0.0064
O, -0.0027, 0.001, -0.0032
O, -0.0002, -0.0006, 0.0049
O, 0.0072, -0.0037, 0.0116
O, -0.0005, -0.001, 0.0006
H, 0.0191, 0.0474, 0.0035

The program warned: the cutoff lies below the one the program advises for these potential files; the forces do not sum to zero within the program's tolerance; the exchange-correlation potential is rough where the density is thin.
